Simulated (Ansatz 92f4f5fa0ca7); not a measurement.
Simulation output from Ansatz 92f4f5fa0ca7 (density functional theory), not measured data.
Periodic cell of 251 atoms, Si165O86, from a study of silicon, its oxide and their interface. The atomic structure is a simulated model.
Doubt: the cutoff is far below the 930 eV that the study's wrapper takes by default for these files, so forces and energies are approximate.
This geometry differs little from another in the collection (a relaxation step or a small displacement).

Settings: functional PBE; potential files Ansatz PAW; basis plane waves; wave-function cutoff 580 eV; density cutoff ratio 5; exchange-correlation grid ratio 1; k mesh 1 x 1 x 1, Gamma-centred; self-consistency stop 5e-08 eV per atom in the density residual; occupations fixed; spin none; net charge 0.

Cell vectors (angstrom)
a  10.938  0  0
b  0  10.938  0
c  0  0  37.3476

Atoms and the computed forces on them: element, x, y, z (angstrom), force x, y, z (eV/angstrom)
Si  0  0  0.683  0.0139  -0.0553  0.0166
Si  5.469  0  0.683  -0.0113  -0.0129  -0.0063
Si  2.7345  2.7345  0.683  0.0121  -0.0387  -0.0145
Si  8.2035  2.7345  0.683  0.0168  -0.032  0.0027
Si  0  5.469  0.683  0.0301  -0.0672  -0.0101
Si  5.469  5.469  0.683  0.0187  -0.0299  0.0098
Si  2.7345  8.2035  0.683  0.009  -0.0269  -0.009
Si  8.2035  8.2035  0.683  -0.0084  -0.0416  -0.0176
Si  1.3673  1.3673  2.0503  0.1525  -0.0146  -0.028
Si  6.8362  1.3673  2.0503  0.0862  -0.045  0.004
Si  4.1018  4.1018  2.0503  0.0065  -0.0356  0.0266
Si  9.5708  4.1018  2.0503  0.1072  -0.0496  -0.1141
Si  1.3673  6.8362  2.0503  0.1045  -0.02  0.0033
Si  6.8362  6.8362  2.0503  0.1689  0.0229  -0.0806
Si  4.1018  9.5708  2.0503  -0.0082  0.0122  -0.1189
Si  9.5708  9.5708  2.0503  -0.0012  -0.0578  0.1192
Si  2.7345  0  35.2961  -0.0259  0.1323  0.0562
Si  8.2035  0  35.2961  -0.0827  0.1033  -0.0686
Si  0  2.7345  35.2961  -0.1463  -0.1146  0.0265
Si  5.469  2.7345  35.2961  -0.0734  -0.0018  -0.036
Si  2.7345  5.469  35.2961  0.0652  0.0351  0.0176
Si  8.2035  5.469  35.2961  -0.0019  0.0562  -0.0038
Si  0  8.2035  35.2961  -0.1493  -0.0222  0.02
Si  5.469  8.2035  35.2961  -0.138  -0.0436  -0.0439
Si  4.1018  1.3673  36.6633  -0.0096  0.039  0.0143
Si  9.5708  1.3673  36.6633  -0.0144  0.056  0.0277
Si  1.3673  4.1018  36.6633  0.0091  0.0365  -0.0239
Si  6.8362  4.1018  36.6633  -0.0098  0.0046  -0.0052
Si  4.1018  6.8362  36.6633  -0.0162  0.0318  0.029
Si  9.5708  6.8362  36.6633  -0.002  0.06  0.0216
Si  1.3673  9.5708  36.6633  -0.0232  0.0312  -0.013
Si  6.8362  9.5708  36.6633  0.0043  0.0313  -0.0166
Si  -0.1475  -0.8981  26.9045  0.0008  -0.017  0.0112
Si  5.8423  -0.3881  27.1493  0.0015  0.0018  -0.0051
Si  2.3856  3.7047  26.9184  0.01  0.0168  0.0014
Si  7.6794  3.1859  27.4185  -0.004  0.0038  0.0048
Si  0.3749  5.0714  27.0892  -0.0002  0.0072  0.0008
Si  6.0458  5.0053  27.3502  -0.0048  -0.0023  0.0123
Si  2.0083  8.8398  27.1378  -0.0006  -0.0018  -0.0003
Si  7.4758  8.701  27.238  -0.0078  -0.0031  0.0084
Si  1.168  1.3624  28.3718  -0.0006  -0.0029  0.0217
Si  6.7429  1.3364  28.5238  0.0047  0.0015  0.005
Si  4.0942  4.288  28.4387  -0.0024  -0.0009  -0.0038
Si  9.5712  4.1522  28.4695  -0.0036  0.0019  0.0076
Si  1.2869  6.885  28.3476  0.0001  -0.0067  0.0013
Si  6.7354  6.8928  28.5113  0.0032  -0.0013  -0.0027
Si  3.9598  9.6388  28.3718  0.0017  -0.0083  0.0071
Si  9.2824  9.4151  28.5733  0.0046  -0.0014  -0.0063
Si  2.6075  0.0322  29.768  -0.0017  0.0038  0.004
Si  8.19  0.0823  29.8936  -0.0023  0.0074  0.0056
Si  -0.0534  2.7716  29.8335  -0.0038  0.0019  0.0009
Si  5.288  2.7084  29.802  -0.0047  -0.0014  0.0012
Si  2.7324  5.6347  29.8079  0.0014  0.0034  -0.0009
Si  8.2127  5.5605  29.8396  0.0032  0.0051  0.0041
Si  -0.1444  8.1047  29.8349  -0.0024  0.0019  0.0051
Si  5.3037  8.2471  29.8201  -0.0053  0.0005  0.0021
Si  3.9631  1.3715  31.2114  0.0007  0.0068  0.0053
Si  9.5693  1.4097  31.2504  -0.0012  -0.004  0.0054
Si  1.3699  4.1637  31.137  0.0004  0.0027  0.0031
Si  6.7748  4.1023  31.1015  0.0036  0  0.0038
Si  4.0495  6.8989  31.2674  -0.0021  0.0027  0.0064
Si  9.5251  6.8184  31.3119  -0.0027  -0.003  0.0026
Si  1.2769  9.5417  31.1267  -0.0007  -0.0029  0.0025
Si  6.7604  9.6046  31.1648  -0.0008  0.0011  0.0001
Si  -0.0127  -0.0043  32.5582  -0.0025  0.0049  -0.0026
Si  5.4  0.0201  32.5497  0.0013  -0.004  0.001
Si  2.6775  2.7809  32.5649  0.0032  -0.0026  -0.0016
Si  8.1473  2.7681  32.5458  0.0006  0.0026  0.0016
Si  -0.0023  5.4503  32.5866  -0.0024  0.0021  0.0011
Si  5.4524  5.4723  32.5363  -0.0004  0  0.0013
Si  2.6583  8.2448  32.5762  0.0024  -0.0026  0.0014
Si  8.1384  8.2408  32.5689  0.0011  -0.0013  0.0016
Si  1.3557  1.3673  33.9265  -0.0005  -0.0008  0.001
Si  6.812  1.3651  33.9145  -0.001  0.0002  0.0022
Si  4.0971  4.1038  33.9213  -0.0006  0  0.0021
Si  9.5514  4.0882  33.9308  -0.0003  0  0.0011
Si  1.3534  6.8309  33.9414  0.0003  -0.0006  0.0019
Si  6.8205  6.8284  33.9258  -0.0003  0.0002  0.002
Si  4.0771  9.5713  33.9316  -0.0006  -0.0004  0.0014
Si  9.5546  9.5711  33.9262  -0.0002  0.0002  0.0014
Si  2.7545  0.002  3.4196  0.0008  -0.0002  -0.0016
Si  8.2107  0.002  3.4315  0.0012  0.0001  -0.001
Si  0.0126  2.7313  3.4095  -0.0015  0.0009  -0.0004
Si  5.4853  2.7359  3.4157  -0.001  -0.0001  -0.0007
Si  2.753  5.476  3.4253  0.001  -0.0014  0.0013
Si  8.24  5.4825  3.405  -0.0005  -0.0032  -0.0023
Si  0.0094  8.1908  3.4243  0.0015  0.0002  -0.0013
Si  5.485  8.2135  3.395  -0.0002  -0.0008  0.0019
Si  4.1662  1.3298  4.7902  -0.0016  0.0006  0.0014
Si  9.6206  1.3493  4.786  -0.0007  0.0007  -0.0001
Si  1.3936  4.0797  4.7765  0.003  0.0006  -0.0003
Si  6.9024  4.0969  4.7446  0.0019  0.0018  0.0007
Si  4.1783  6.8271  4.7646  0.001  0.0025  0.0038
Si  9.6338  6.782  4.8137  -0.0034  0.001  -0.0011
Si  1.4004  9.5498  4.7722  -0.0023  0.0014  0.0018
Si  6.8494  9.5415  4.7887  -0.0029  -0.0001  0.001
Si  0.0349  -0.0416  6.1558  0  0.0019  0.0058
Si  5.5345  -0.0256  6.2092  0.0021  0.0008  0.0103
Si  2.7872  2.7104  6.0992  0.0024  0.0075  0.0076
Si  8.2797  2.7589  6.1211  0.0009  -0.0039  -0.0007
Si  0.0583  5.3982  6.2229  0.0011  -0.0059  0.0071
Si  5.6035  5.4887  6.1147  -0.0053  -0.0018  -0.0004
Si  2.8172  8.1972  6.1031  -0.0014  -0.0091  0.0021
Si  8.2281  8.148  6.1193  -0.0004  0.0033  0
Si  1.4372  1.3411  7.4772  0.0084  0.0025  -0.0041
Si  7.0029  1.3654  7.4979  -0.0012  -0.0101  0.0027
Si  4.235  4.0779  7.3677  0.0001  0.0019  -0.0071
Si  9.5967  4.0355  7.6297  -0.002  0.0015  -0.0053
Si  1.5211  6.7958  7.4743  -0.0009  0.0099  -0.0065
Si  6.9722  6.786  7.5871  0.0039  0.0006  0.0018
Si  4.1169  9.5342  7.5562  0.0033  0.0048  -0.0005
Si  9.5703  9.4887  7.4821  0.0082  -0.0027  0.0005
Si  2.7085  -0.0265  8.9105  0.0048  -0.0025  -0.0056
Si  8.3225  -0.0187  8.9286  -0.0058  0.0114  -0.0168
Si  -0.0496  2.4764  8.898  -0.0018  -0.0029  -0.0048
Si  5.578  2.7294  8.7574  0.0024  -0.0053  0.0066
Si  3.0309  5.4964  8.7762  -0.0109  -0.0278  -0.0016
Si  8.2973  5.4247  9.1028  -0.0048  0.0002  -0.0023
Si  0.0682  8.1001  8.7555  -0.0055  0.0023  -0.0029
Si  5.5789  8.1978  8.8756  -0.005  0.0014  -0.0174
Si  4.3297  1.2487  10.0602  0.0112  0.001  -0.0002
Si  10.1885  0.6737  10.2501  0.0036  -0.0189  0.0023
Si  0.9428  3.8564  10.4721  0.0031  0.0349  0.0141
Si  6.6625  4.1651  10.3056  0.008  -0.0195  -0.0097
Si  4.5717  6.569  10.1996  0.0018  0.0003  0.0278
Si  10.0677  6.5235  10.3034  0.0047  -0.0103  0.0071
Si  0.9417  9.8371  10.0677  -0.0056  0.0169  -0.0069
Si  6.5971  9.8884  10.1151  -0.0292  0.0203  0.0385
O  2.3314  4.4049  9.815  -0.0146  0.011  -0.0035
O  5.6468  5.4055  10.68  -0.0118  0.0117  0.0007
O  -0.0424  5.1429  10.7189  0.0168  -0.0106  -0.012
O  5.35  -0.0018  10.4529  0.0198  -0.0255  0
O  10.1341  7.4091  11.7266  0.0044  0.0005  0.0029
O  1.3012  9.1249  11.5369  0.0018  -0.0062  0.0094
O  7.2562  9.3811  11.5542  -0.0031  0.0052  -0.0083
O  3.8842  2.1793  11.3582  -0.0034  0.002  -0.0023
O  10.1173  1.1548  11.8498  -0.0051  0.0054  0.0119
O  1.4238  3.1231  11.8836  0.0025  -0.0007  -0.0056
O  3.9418  7.1077  11.6292  -0.0004  0.0019  0.0018
O  7.0352  3.373  11.7173  -0.0003  -0.0025  0.0066
O  0.1055  11.6369  27.2676  -0.0003  0.0146  -0.0085
O  7.7644  3.0248  25.7417  0.0043  -0.0041  -0.0011
O  6.1487  5.161  25.6705  -0.0027  0.0057  0.0001
O  10.1309  9.8341  25.3631  -0.0057  0.003  -0.0032
O  7.9859  8.3037  25.7074  0.0006  0.0006  -0.0011
O  2.4248  8.8232  25.5388  0.006  0.0062  -0.0082
O  2.8456  3.7977  25.3455  0.0028  -0.0065  -0.0074
O  13.1306  2.1167  27.3208  0.003  -0.0136  -0.0112
Si  -1.1009  2.3599  18.4041  -0.002  -0.0007  -0.0015
Si  12.9529  6.157  20.1254  -0.0011  -0.0002  -0.0052
Si  7.0322  2.3601  13.003  0.0024  0.0048  -0.0058
Si  3.5406  2.8693  24.2045  0.0014  0.0058  -0.0046
Si  10.5972  5.1028  22.0974  0.0006  0.0017  -0.0019
Si  7.8616  4.6194  17.9362  -0.0019  0.0008  -0.0037
Si  1.7267  0.9078  22.5039  0.0016  -0.0016  0.0016
Si  9.8765  12.9361  21.4833  -0.002  -0.0001  -0.0048
Si  14.229  8.1501  21.6517  -0.003  -0.0002  -0.0028
Si  5.3881  0.3836  24.9392  -0.0069  -0.0002  -0.0086
Si  2.9903  3.0909  12.3926  0.0017  -0.0005  -0.0011
Si  4.5736  1.9668  14.7004  -0.0042  0.0087  -0.0076
Si  7.3175  10.2619  12.9271  0.002  0.0019  -0.0106
Si  2.961  9.4525  24.1546  -0.0037  0.0004  0.0059
Si  0.2769  0.6509  16.0445  -0.0061  -0.0012  -0.0023
Si  10.3622  5.6791  25.0033  -0.0031  0.0025  -0.0124
Si  5.7916  3.7094  22.426  0.0011  0.0055  0.0018
Si  -1.6302  -2.4289  24.77  0.0012  -0.0012  -0.0047
Si  7.0095  11.8872  22.4013  0.0015  -0.0033  -0.0031
Si  7.4215  4.418  24.9236  -0.0002  -0.0012  -0.0089
Si  6.5385  5.8619  20.341  -0.0025  0.0007  -0.0014
Si  6.9584  9.1393  17.7428  0.0022  -0.0026  0.0019
Si  8.5427  7.5612  21.8624  0  0.0035  0.0017
Si  0.5047  8.5081  15.4685  -0.0069  -0.0007  -0.0047
Si  5.5611  10.0515  20.4255  -0.0004  0  -0.003
Si  9.5862  1.0562  13.3977  -0.0013  0.002  -0.0036
Si  12.1977  4.4068  17.9613  -0.0011  0.004  0.0013
Si  5.6527  6.3947  17.6076  0.0032  -0.0042  -0.0002
Si  10.1286  6.4473  17.1839  0.0001  -0.0026  -0.0006
Si  1.5202  -1.9306  19.5764  -0.0048  -0.0028  -0.0022
Si  13.7414  2.1575  16.9765  -0.0038  0.0045  -0.0008
Si  0.5941  7.9413  12.4328  -0.0055  -0.0054  0.0002
Si  3.537  7.4951  15.6444  -0.0047  -0.0059  -0.0001
Si  -1.3781  8.6805  19.1513  -0.0003  0.0008  0.0022
Si  3.1614  6.2482  12.7881  0.0031  -0.0022  -0.0061
Si  5.5228  -0.9862  15.2479  0.0037  0.0009  -0.0009
Si  3.1274  11.4845  19.598  -0.0007  0.0026  0.0051
O  9.0102  8.5629  20.6705  -0.0003  0.0006  -0.0016
O  5.8849  2.7683  14.1073  -0.0054  -0.0009  0.0072
O  8.8189  -0.3983  13.5157  -0.0011  -0.0003  0.0014
O  10.4254  7.3208  24.927  -0.0012  -0.0023  0.0056
O  4.8246  0.3645  14.6943  -0.0009  -0.0043  0.0033
O  5.4738  6.4556  19.2394  -0.0029  0.0011  0.0027
O  0.1538  1.1919  22.2145  -0.0023  0.0025  0.0036
O  8.5387  12.402  22.2442  -0.0001  0.0012  0.0026
O  1.9233  -0.4289  23.4402  0.0014  0.0046  0.0008
O  9.856  7.1753  18.6152  -0.0012  0.0037  0.0013
O  12.8477  8.9217  21.1659  -0.0002  0.0026  0.0039
O  3.2355  2.3623  13.8349  0.0037  -0.0046  0.009
O  2.5319  -0.8321  18.9089  0.0014  0.003  0.0027
O  8.7071  8.4661  23.2335  -0.0027  -0.0043  -0.001
O  8.9194  5.3943  16.9627  0  0.0022  0.0034
O  2.3738  2.142  23.3424  -0.0014  -0.0012  0.0043
O  4.7178  11.3222  19.8596  -0.0015  -0.003  0.0017
O  12.779  1.0767  16.2289  0.0023  0.0018  0.0029
O  1.5818  6.651  12.6483  0.0001  0.0002  0.0003
O  -0.8506  14.5542  21.6523  -0.0012  0.0001  0.0029
O  8.7529  5.345  24.9762  0.0051  0.0037  0.007
O  1.971  -3.041  15.8848  0.0032  0.0011  0.0019
O  9.7332  1.6439  19.8785  0.0005  0.0001  0.0049
O  4.3519  8.8901  15.5524  -0.0007  0.0001  0.0001
O  11  3.493  18.5814  -0.0005  -0.0015  0.0004
O  14.3769  4.6569  12.5576  -0.0012  0.0057  -0.002
O  6.1744  9.2937  19.1449  -0.0024  0.0042  0.0028
O  6.6869  7.6149  17.1899  -0.0036  0.0029  0.0027
O  10.9545  9.5248  19.2477  -0.0002  0.0028  0.0009
O  7.7964  5.2241  19.4749  -0.0019  0.0013  0.0038
O  6.7187  10.6078  21.4253  -0.0003  0.0017  0.0028
O  4.4058  10.1816  24.3027  -0.0013  0.001  0.0061
O  2.1119  3.6168  16.8466  0.0009  -0.0014  0.002
O  4.2632  2.304  16.2677  -0.0002  -0.0007  0.0033
O  11.5416  5.6621  17.1938  -0.0009  0.0002  0.0022
O  4.564  12.7516  24.9412  -0.0056  0.0003  0.0043
O  12.6356  -3.4954  19.1204  0.0003  0.0014  0.0035
O  13.2254  4.8962  19.1386  0.0006  -0.0022  0.0017
O  8.5338  9.4077  18.1038  0.0012  0.0003  0.0029
O  3.2074  8.1136  23.2596  0.0019  -0.0015  0.0007
O  6.7158  0.8137  12.5616  -0.0004  -0.0013  -0.0038
O  -0.67  1.3066  17.2222  0.0017  0.0013  0.0035
O  7.0504  4.132  23.3784  -0.004  -0.0023  0.0035
O  0.3209  8.6381  13.8646  0.0015  0.0007  0.006
O  11.0848  5.0328  23.6698  -0.0029  0.001  0.0037
O  0.821  5.6805  21.1244  -0.0008  0.0005  0.0033
O  6.4279  -0.7504  16.6032  -0.003  0.0002  0.001
O  6.3779  4.9399  17.2721  -0.0032  0.0009  0.0017
O  13.3635  0.8447  21.0307  0.0005  -0.0005  -0.0057
O  4.3751  3.8522  23.2094  0.0003  -0.0027  0.0038
O  2.9293  1.7761  18.5581  -0.0002  -0.0008  0.0016
O  0.2496  -0.9726  16.1421  0.0012  0.0032  0.0034
O  5.9924  2.1568  21.9685  0  -0.0013  0.0043
O  8.3868  3.0629  18.0209  0.0007  -0.0008  0.0031
O  10.7281  1.1327  14.5512  0.003  0.0002  0.006
O  4.2141  6.5967  16.8514  -0.001  0.0022  0.0021
O  6.4852  9.4271  14.0433  -0.0038  -0.0039  0.0067
O  5.7731  4.6728  21.1335  0.0003  0.0038  0.0003
O  14.2133  6.6256  21.0603  0.0005  0.0016  0.0036
O  4.5998  -1.947  21.1967  0.0001  0.0023  0.0004
O  8.5394  2.311  13.6546  -0.0024  0.0001  -0.0002
O  3.7024  6.6464  14.2663  -0.0003  0.0044  0.0088
O  7.0491  7.0071  21.4142  -0.0021  -0.0003  0.0023
O  -0.6947  7.5297  15.9849  0.0001  0.0008  0.0029
O  6.7078  11.4547  23.96  0.0009  -0.0003  0.0038
O  9.4029  6.1968  22.0133  0.0011  0.0002  0.0058

Results
free energy: -153801.326 eV
free energy less fixed offsets of O -568.88, Si -635.61 eV per atom: -1.996 eV

The program warned: the cutoff lies below the one the program advises for these potential files; the forces do not sum to zero within the program's tolerance; the exchange-correlation potential is rough where the density is thin.
